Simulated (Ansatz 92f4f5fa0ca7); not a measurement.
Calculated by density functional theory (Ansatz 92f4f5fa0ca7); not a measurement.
Periodic cell of 220 atoms, Si132O88, from a study of silicon, its oxide and their interface. The atomic structure is a simulated model.
Doubt: the cutoff is far below the 930 eV that the study's wrapper takes by default for these files, so forces and energies are approximate.

Settings: functional PBE; potential files Ansatz PAW; basis plane waves; wave-function cutoff 580 eV; density cutoff ratio 5; exchange-correlation grid ratio 1; k mesh 1 x 1 x 1, Gamma-centred; self-consistency stop 5e-08 eV per atom in the density residual; occupations fixed; spin none; net charge 0.

Cell vectors (angstrom)
a 10.938 0 0
b 0 10.938 0
c 0 0 32.8122

Atoms: element, x, y, z (angstrom)
Si -0.2367 0.3589 25.2988
Si 5.7681 -0.1397 25.3314
Si 2.5339 3.0967 25.3565
Si 8.4761 2.6133 25.2457
Si 0.3009 5.3203 25.3397
Si 5.205 5.8104 25.425
Si 3.0021 8.0511 25.361
Si 7.9865 8.562 25.3678
Si 1.3698 1.4637 26.6259
Si 6.9014 1.4533 26.6307
Si 4.0858 4.2022 26.7255
Si 9.6165 4.1583 26.6211
Si 1.4094 6.9002 26.6816
Si 6.8469 6.9377 26.6665
Si 4.1548 9.6453 26.6462
Si 9.5794 9.6958 26.661
Si 2.7163 0.0332 27.9888
Si 8.1874 0.0492 28.0522
Si -0.015 2.7632 28.0373
Si 5.4635 2.7576 28.0062
Si 2.7044 5.5103 28.0863
Si 8.1966 5.4916 27.9914
Si -0.0226 8.244 28.0035
Si 5.4544 8.2408 28.0544
Si 4.1018 1.3673 29.3939
Si 9.5708 1.3673 29.3939
Si 1.3673 4.1018 29.3939
Si 6.8362 4.1018 29.3939
Si 4.1018 6.8362 29.3939
Si 9.5708 6.8362 29.3939
Si 1.3673 9.5708 29.3939
Si 6.8362 9.5708 29.3939
Si 0 0 30.7612
Si 5.469 0 30.7612
Si 2.7345 2.7345 30.7612
Si 8.2035 2.7345 30.7612
Si 0 5.469 30.7612
Si 5.469 5.469 30.7612
Si 2.7345 8.2035 30.7612
Si 8.2035 8.2035 30.7612
Si 1.3673 1.3673 32.1284
Si 6.8362 1.3673 32.1284
Si 4.1018 4.1018 32.1284
Si 9.5708 4.1018 32.1284
Si 1.3673 6.8362 32.1284
Si 6.8362 6.8362 32.1284
Si 4.1018 9.5708 32.1284
Si 9.5708 9.5708 32.1284
Si 2.7345 0 0.6835
Si 8.2035 0 0.6835
Si 0 2.7345 0.6835
Si 5.469 2.7345 0.6835
Si 2.7345 5.469 0.6835
Si 8.2035 5.469 0.6835
Si 0 8.2035 0.6835
Si 5.469 8.2035 0.6835
Si 4.1018 1.3673 2.0507
Si 9.5708 1.3673 2.0507
Si 1.3673 4.1018 2.0507
Si 6.8362 4.1018 2.0507
Si 4.1018 6.8362 2.0507
Si 9.5708 6.8362 2.0507
Si 1.3673 9.5708 2.0507
Si 6.8362 9.5708 2.0507
Si 0 0 3.418
Si 5.469 0 3.418
Si 2.7345 2.7345 3.418
Si 8.2035 2.7345 3.418
Si 0 5.469 3.418
Si 5.469 5.469 3.418
Si 2.7345 8.2035 3.418
Si 8.2035 8.2035 3.418
Si 1.3766 1.3365 4.7986
Si 6.7872 1.3775 4.8309
Si 4.1121 4.0191 4.8551
Si 9.5675 4.0743 4.8464
Si 1.4098 6.7586 4.7846
Si 6.8898 6.7792 4.7651
Si 4.128 9.5513 4.8066
Si 9.5871 9.5386 4.6242
Si 2.6806 -0.1096 6.1936
Si 8.1994 -0.1241 5.9468
Si -0.0536 2.624 6.207
Si 5.3493 2.5525 6.3975
Si 2.6858 5.3323 6.2339
Si 8.1102 5.3442 6.2475
Si -0.1104 8.1095 5.941
Si 5.5308 8.1455 6.0943
Si 3.6997 1.2753 7.8316
Si 9.6744 0.9409 7.3836
Si 1.5547 3.6496 7.5804
Si 6.4271 4.2702 7.6341
Si 4.3209 6.6096 7.3553
Si 9.3527 6.9938 7.3688
Si 0.9535 9.6653 7.2794
Si 7.1855 9.2692 7.3786
O 1.4034 4.191 24.8178
O 6.8514 9.6463 24.8182
O 2.6625 2.5384 8.1466
O 8.2754 8.1367 7.9288
O 5.3583 5.4815 7.9844
O -0.0641 -0.0921 7.8363
O 4.0936 6.9073 24.8592
O 9.5698 1.4562 24.7535
O 1.3669 8.859 8.6562
O 0.753 4.1838 8.9183
O 8.7889 1.1964 8.7715
O 6.791 10.224 8.6887
O 3.9755 0.4871 9.3217
O 3.8379 7.6318 8.5325
O 6.8612 3.7356 9.1449
O 10.2828 6.3941 8.5674
O 3.2836 2.4918 24.0206
O 5.1634 0.5873 23.9798
O 7.8577 3.3457 23.8833
O 10.6059 6.0333 23.9951
O 8.7096 7.9249 24.0347
O 2.3557 8.7294 24.0057
O 5.8415 5.0949 24.1
O 0.4725 10.6442 23.9581
Si 3.7444 10.5166 10.6908
Si 0.975 3.2557 12.6297
Si -2.4564 -1.9177 11.7153
Si 4.4596 1.7925 23.1369
Si -6.239 -7.5505 17.2515
Si 3.3887 -11.0645 15.8741
Si 1.1984 9.45 23.1147
Si 15.7987 8.4293 17.4351
Si -1.8701 3.2922 12.5703
Si -1.3016 4.3202 19.0936
Si 2.4238 0.5532 21.1214
Si 5.0099 12.9786 14.649
Si 10.7752 18.1471 11.7491
Si 2.5418 0.883 13.1682
Si 7.7225 11.2113 9.6212
Si 0.2298 6.0734 17.0306
Si 5.4483 -2.1376 12.5144
Si 2.4769 -2.9815 9.4566
Si 3.9126 3.5228 12.1833
Si 7.9565 6.0819 20.9824
Si 7.2852 -2.3827 19.2395
Si 10.4717 5.4266 14.0766
Si 2.3844 1.3566 18.2561
Si 9.7545 -2.1434 17.3868
Si 6.6349 2.9499 10.5439
Si -3.1055 1.4592 14.5884
Si 0.1104 2.007 20.0785
Si 8.9119 0.0102 19.1794
Si 6.6029 4.0712 23.1063
Si 9.9042 7.2457 23.1631
Si 7.6561 2.365 17.578
Si 11.3966 5.6753 9.521
Si 6.4425 7.7973 14.9264
Si 4.5519 -4.6576 13.7159
Si 3.3773 6.1131 16.7064
Si 8.8072 -1.4607 14.653
O 5.9471 7.7344 16.4544
O 5.7527 -2.0283 18.7147
O 7.8588 2.3012 15.9694
O -1.7244 -1.3583 13.092
O 6.9301 -2.4419 11.9125
O 14.6357 7.3419 17.7396
O 1.1986 1.6503 21.2391
O 3.8832 13.0734 13.3534
O -2.0005 1.9522 13.52
O -0.1265 5.6711 11.0291
O 6.151 2.9642 17.8787
O 8.5271 5.3162 19.684
O -3.0255 -0.1146 14.9464
O -0.6007 5.648 15.6918
O -0.0613 7.6211 17.4847
O -0.4175 3.0563 11.8081
O 7.1266 -3.5868 20.3432
O 10.7623 5.1162 18.2654
O 3.7648 1.1223 21.8299
O -8.5816 3.4933 11.7182
O 7.8798 0.8932 18.2491
O 10.4114 14.4297 20.276
O 3.6621 6.4216 15.0984
O 0.9149 1.9797 18.6261
O 1.8014 -5.1403 16.7747
O 6.7253 12.2766 10.3619
O 7.7886 14.3928 11.5809
O 9.281 -3.2118 11.2318
O 12.0154 19.0752 11.3296
O 0.8342 4.4248 13.7556
O -0.3013 -4.0698 13.3541
O 3.2426 9.0198 10.4644
O 1.9325 6.391 9.514
O 5.0873 14.1573 11.1313
O 4.7056 0.797 15.6141
O 2.7896 0.3823 19.5189
O 4.2431 4.822 13.0554
O 9.2234 6.6282 21.833
O 5.6606 9.031 14.1416
O -1.1454 0.9549 20.1626
O 7.0805 4.9965 21.8411
O -2.9187 -2.8722 14.8685
O 1.9141 -0.8519 21.7842
O -0.9005 -0.8311 18.3244
O 2.26 0.5326 16.8425
O 2.7533 -0.2205 14.3404
O 5.561 2.8965 22.6322
O 8.8363 -7.6204 18.1072
O 3.5422 2.4836 17.9675
O -1.0365 -1.5585 15.8516
O 2.6973 0.4555 11.6419
O 1.2675 1.8236 13.4224
O -6.9307 -1.3844 16.6312
O 6.393 12.7854 13.8695
O 4.7965 -7.6164 15.5902
O 0.0785 8.3427 22.6897
O 7.9415 -1.0576 19.967
O 4.4394 -3.4788 12.5513
O -2.6398 -2.7213 17.9576
O 4.967 10.1921 11.7796
O 9.1439 4.6168 13.5335
O 8.5029 -0.6323 10.7116
O 4.2804 -5.9996 17.4046
O 6.115 -4.5815 14.2149

Results
free energy: -133959.968 eV
free energy less fixed offsets of O -568.88, Si -635.61 eV per atom: 1.992 eV

Forces (eV/angstrom), in the order of the atoms: element, x, y, z
Si 0.0004 -0.001 -0.0002
Si -0.0052 0.0087 0.0241
Si -0.0013 0.0046 -0.005
Si -0.0096 0.0122 0.0222
Si -0.0053 0.0096 0.0269
Si -0.0021 -0.0007 -0.0281
Si -0.0083 0.0067 0.0265
Si -0.0042 0.0027 -0.0005
Si -0.0002 -0.0006 0.0002
Si 0.0027 -0.0016 -0.0146
Si 0.0057 -0.0061 -0.0021
Si 0.0059 -0.0049 -0.0097
Si 0.0026 -0.0025 -0.0131
Si 0.003 0.0002 -0.001
Si 0.0032 -0.0056 -0.0117
Si 0.0036 -0.0043 -0.0022
Si -0.0024 -0.0011 0.0027
Si -0.0048 0.0022 0.0022
Si -0.004 0.0045 -0.0037
Si -0.0035 0.0004 0.0044
Si -0.0054 0.0056 0.0054
Si -0.001 -0.0023 0.0037
Si -0.0011 -0.0017 0.0034
Si -0.0082 0.0008 0
Si -0.024 0.0407 -0.2208
Si 0.0438 0.1665 0.2246
Si -0.1685 0.0357 0.2903
Si 0.0464 0.0937 -0.192
Si 0.038 0.2052 0.3247
Si -0.0284 0.0793 -0.2222
Si 0.0064 0.122 -0.2118
Si 0.0061 0.1903 0.1981
Si 0.0232 0.0471 -0.0251
Si 0.0717 -0.0535 -0.0006
Si 0.0135 0.0423 -0.0134
Si 0.1049 -0.0054 -0.0032
Si 0.0634 -0.0447 0.0047
Si 0.0157 0.0583 -0.0207
Si 0.0968 -0.0126 -0.0073
Si 0.015 0.0293 -0.0228
Si -0.0272 -0.0532 -0.0077
Si -0.0525 0.0361 -0.0219
Si 0.006 -0.0049 -0.0112
Si -0.0706 0.0452 -0.0183
Si -0.0413 0.0562 -0.0312
Si 0.0071 -0.0017 -0.0062
Si -0.075 0.0223 -0.0231
Si 0.0188 -0.0123 -0.012
Si 0.0679 -0.0422 0.0184
Si 0.012 -0.0246 0.0233
Si 0.0068 0.0292 0.0016
Si 0.0217 -0.02 0.0388
Si -0.009 0.011 0.0149
Si 0.07 -0.022 0.0183
Si 0.0442 -0.0668 0.0278
Si 0.0125 0.0282 0.0023
Si -0.0831 -0.0479 0.006
Si 0.0207 -0.0392 0.0248
Si -0.073 -0.058 0.0427
Si -0.051 0.0317 0.0097
Si -0.0649 -0.0131 0.0417
Si -0.1039 0.0378 -0.0386
Si -0.0644 0.0745 -0.0198
Si -0.0624 -0.1092 0.0229
Si 0.4607 0.2074 -0.5872
Si -0.1282 0.1289 0.1173
Si 0.0173 -0.1124 0.1328
Si -0.1505 0.0346 0.3969
Si -0.1113 -0.2418 0.1625
Si -0.0466 -0.3905 0.27
Si 0.1432 -0.1459 0.2079
Si -0.1795 -0.5149 -0.8139
Si -0.0116 0.0095 -0.0053
Si -0.0039 0.0069 -0.0049
Si -0.0082 -0.009 0.0018
Si 0.0138 0.0096 -0.0202
Si -0.0074 -0.0102 -0.0023
Si 0.0175 0.0165 -0.0075
Si 0.0102 0.0119 -0.0134
Si -0.0175 0.0142 -0.005
Si -0.0051 -0.0183 -0.0121
Si 0.0165 0.0075 0.0211
Si 0.0113 0 0.0063
Si 0.0173 -0.0261 -0.015
Si 0.0002 -0.0133 0.0181
Si -0.0107 -0.0061 -0.0005
Si 0.0261 -0.0083 0.0314
Si -0.0174 0.0039 0.0481
Si -0.0107 0.0262 0.1032
Si -0.0076 -0.0223 0.0029
Si -0.0008 0.0419 -0.0292
Si -0.0133 0.0194 -0.0155
Si -0.1354 0.1582 0.1153
Si 0.0145 0.0227 0.017
Si 0.2199 -0.4233 0.85
Si -0.0305 0.0155 -0.0399
O 0.0106 -0.0124 -0.005
O 0.0106 -0.0094 -0.0013
O -0.0178 0.0077 -0.017
O 0.02 -0.0311 0.0091
O 0.0793 -0.0842 0.0066
O 0.1074 -0.0921 -0.1014
O 0.0155 -0.0151 -0.0058
O 0.011 -0.0114 -0.0054
O 0.3283 0.2111 -0.7592
O -0.0756 -0.0501 0.0835
O -0.0189 -0.0036 0.0182
O -0.003 -0.0112 0.0034
O 0.024 0.068 -0.0698
O -0.2764 0.0868 0.0292
O 0.0073 -0.0001 0.0421
O -0.0813 0.0051 -0.029
O 0.0033 -0.0001 -0.0064
O -0.0035 0.0058 -0.0241
O -0.0084 0.0052 -0.0225
O -0.006 0.0074 -0.0251
O 0.0038 -0.0029 -0.0174
O -0.0051 0.0041 -0.0222
O 0.0047 -0.0094 0.001
O 0.0003 -0.0012 -0.0141
Si -0.1008 -0.4026 -0.1219
Si 0.0513 -0.0486 -0.0047
Si -0.3176 0.2284 -0.0081
Si 0.0007 -0.0008 0.0426
Si 0.007 0.0009 0.0108
Si -0.0015 -0.0037 0.0001
Si 0.0023 -0.0051 0.0414
Si 0.0191 0.0101 0.0053
Si 0.037 0.0629 -0.022
Si 0.0135 0.0156 -0.0181
Si 0.0082 -0.006 0.0399
Si -0.0126 -0.0227 -0.0121
Si 1.3095 0.7589 -1.1479
Si 0.1398 0.0787 0.0741
Si 0.0074 0.0392 -0.1056
Si -0.0316 -0.0048 0.0375
Si -0.0768 0.0668 -0.121
Si -1.0164 0.3332 1.0107
Si -0.0238 -0.058 0.0406
Si 0.0046 -0.0069 0.0407
Si -0.0005 -0.0111 0.0133
Si 0.0312 -0.0547 0.0981
Si 0.0035 -0.0026 0.0122
Si -0.0144 0.0168 0.0238
Si -0.003 0.0004 -0.0321
Si 0.0141 0.0405 0.0128
Si -0.003 0.0027 0.0191
Si -0.0052 0.0105 0.0168
Si -0.0026 0.0087 0.0457
Si 0.0028 -0.0074 0.0489
Si 0.0027 0.0015 0.0014
Si 0.3944 0.1789 -0.271
Si -0.0077 0.015 -0.0084
Si 0.0157 -0.0102 -0.0265
Si 0.0232 -0.0093 0.0291
Si 0.0027 0.0195 0.0132
O -0.0042 0.0012 0.0028
O 0.0001 0.0016 -0.0114
O -0.0027 -0.0441 -0.0515
O 0.0786 0.0089 0.1192
O 0.0579 -0.0091 0.0071
O -0.0115 -0.0159 -0.0029
O -0.0084 0.0058 -0.017
O -0.0619 -0.0111 -0.0148
O -0.0191 0.0453 0.0156
O 0.0937 0.0868 0.2382
O 0.0074 -0.0047 0.0025
O 0.0242 -0.0139 -0.0236
O -0.0045 0.027 0.0036
O 0.0684 0.0708 -0.2072
O 0.0192 -0.0673 -0.0165
O -0.1301 0.0178 0.0689
O 0.0026 0.0007 -0.0166
O -0.0437 0.0096 -0.0351
O -0.0076 -0.0045 -0.0245
O -0.0046 0.0129 -0.0024
O 0.0056 0.0015 -0.0067
O 0.0005 -0.0083 -0.0382
O -0.0191 -0.0003 0.015
O -0.0006 0.0023 0.0001
O -0.0095 -0.0022 -0.0023
O -0.0046 0.0124 0.0226
O 0.0542 0.0073 0.0625
O 0.2253 0.0183 -0.0503
O -0.9911 -0.9464 0.0944
O -0.1288 0.1806 0.0193
O 0.0068 -0.3895 0.7023
O 0.0922 -0.0078 -0.5137
O 0.0948 0.0585 -0.2616
O 0.0262 0.0057 -0.0087
O 0.0145 0.0081 -0.0078
O 0.0027 0.0032 -0.02
O 0.0013 0.008 0.0057
O -0.0137 -0.0098 -0.0345
O 0.0084 -0.0046 0.0378
O 0.0066 0.0068 -0.0124
O 0.005 0.0102 -0.0174
O 0.0044 -0.0155 -0.0022
O 0.0046 0.0106 -0.023
O 0.0069 0.0016 -0.0026
O 0.0145 -0.0037 -0.007
O -0.0142 -0.0169 0.0282
O 0.001 0.0046 -0.0181
O 0.0307 0.0372 0.0322
O -0.0033 -0.0044 -0.0065
O -0.0015 0.0103 -0.0425
O -0.0247 -0.0425 -0.1076
O -0.0673 0.0455 0.0296
O -0.0014 0.0112 -0.0017
O 0.0317 0.0103 0.011
O 0.0059 0.0223 0.0008
O -0.0004 0.0039 -0.0185
O 0.0109 0.0152 -0.0024
O -0.0264 -0.0246 0.0483
O 0.0058 0.0001 -0.0039
O -0.0146 0.0144 0.0434
O 0.0697 -0.0822 -0.0513
O 0.0527 -0.0579 0.0591
O -0.0123 0.0145 -0.0077
O 0.029 -0.0032 0.017

The program warned: the cutoff lies below the one the program advises for these potential files; the exchange-correlation potential is rough where the density is thin.
